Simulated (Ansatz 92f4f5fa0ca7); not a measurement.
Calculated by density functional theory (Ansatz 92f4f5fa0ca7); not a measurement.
Periodic cell of 216 atoms, Si133O82H1, from a study of silicon, its oxide and their interface. The atomic structure is a simulated model.
Doubt: the cutoff is far below the 930 eV that the study's wrapper takes by default for these files, so forces and energies are approximate.
This geometry differs little from another in the collection (a relaxation step or a small displacement).

Settings: functional PBE; potential files Ansatz PAW; basis plane waves; wave-function cutoff 580 eV; density cutoff ratio 5; exchange-correlation grid ratio 1; k mesh 1 x 1 x 1, Gamma-centred; self-consistency stop 5e-08 eV per atom in the density residual; occupations fixed; spin none; net charge +1 e, with a uniform compensating background and no finite-size correction.

Cell vectors (angstrom)
a  10.938  0  0
b  0  10.938  0
c  0  0  31.7364

Atoms and the computed forces on them: element, x, y, z (angstrom), force x, y, z (eV/angstrom)
Si  0.4712  -0.5254  24.4081  -0.013  0.0006  -0.0009
Si  4.7133  0.4942  24.194  0.0045  -0.0121  -0.0113
Si  3.1825  2.4205  24.2169  -0.0052  0.0066  -0.0094
Si  7.724  3.2061  24.3188  0.0032  -0.0061  -0.0073
Si  -0.7211  6.2275  24.4582  -0.0133  -0.0143  -0.0173
Si  5.9789  4.9686  24.5199  0.0027  -0.001  0.0135
Si  2.0273  8.5434  24.3226  0.017  -0.0022  -0.0052
Si  8.6689  8.1349  24.3659  0.0141  0.0078  -0.0115
Si  1.3906  1.4123  25.4529  0.0019  0.0045  0.0018
Si  6.6828  1.3607  25.427  -0.0021  0.004  0.002
Si  4.1482  4.0515  25.6894  0.0029  0.0082  0.0023
Si  9.4697  4.214  25.532  0.0112  0.0011  0.0044
Si  1.2169  6.8404  25.6989  0.002  0.0039  0.0004
Si  6.8704  6.9588  25.4779  0.0045  -0.0015  0.0014
Si  3.9206  9.5747  25.4533  -0.0045  -0.0043  -0.001
Si  9.6527  9.6583  25.7993  0.0027  0.0072  0.0028
Si  2.6798  0.031  26.9382  0.0019  -0.0015  -0.0034
Si  8.1211  0.0816  26.9113  -0.0004  -0.0028  0.002
Si  -0.0249  2.7772  26.8496  -0.0108  -0.0051  -0.0038
Si  5.4802  2.6763  27.0092  0.0023  -0.0063  -0.0038
Si  2.715  5.4687  26.9364  0.0057  -0.0029  0.0007
Si  8.1536  5.5569  26.9658  -0.0035  -0.0033  -0.0118
Si  -0.0161  8.2195  27.1025  -0.0059  0.0003  -0.002
Si  5.4087  8.2547  26.8478  -0.0017  0.0036  -0.0019
Si  4.1018  1.3673  28.3181  -0.1591  -0.4451  0.3321
Si  9.5708  1.3673  28.3181  -0.158  0.4034  -0.5451
Si  1.3673  4.1018  28.3181  -0.1732  -0.116  -0.3369
Si  6.8362  4.1018  28.3181  0.0001  0.1419  0.0866
Si  4.1018  6.8362  28.3181  0.0215  0.1755  -0.4803
Si  9.5708  6.8362  28.3181  -0.3154  -0.1799  0.8024
Si  1.3673  9.5708  28.3181  0.2429  0.4171  0.6648
Si  6.8362  9.5708  28.3181  -0.3111  0.1053  -0.536
Si  0  0  29.6854  0.06  -0.0872  0.0016
Si  5.469  0  29.6854  -0.1274  -0.0873  0.0459
Si  2.7345  2.7345  29.6854  -0.0051  -0.0843  -0.0234
Si  8.2035  2.7345  29.6854  0.1828  0.0784  0.0311
Si  0  5.469  29.6854  -0.0943  -0.0455  0.0181
Si  5.469  5.469  29.6854  -0.0067  -0.0753  -0.0299
Si  2.7345  8.2035  29.6854  0.0662  0.0966  0.0464
Si  8.2035  8.2035  29.6854  0.0407  -0.136  0.0081
Si  1.3673  1.3673  31.0526  -0.0248  0.081  0.0073
Si  6.8362  1.3673  31.0526  -0.0318  0.0173  -0.0627
Si  4.1018  4.1018  31.0526  -0.0186  0.0593  -0.0017
Si  9.5708  4.1018  31.0526  0.0117  0.0456  0.0055
Si  1.3673  6.8362  31.0526  -0.0271  -0.0213  -0.0543
Si  6.8362  6.8362  31.0526  -0.0383  0.0495  0.0075
Si  4.1018  9.5708  31.0526  0.0965  0.0049  0.02
Si  9.5708  9.5708  31.0526  -0.0681  0.0561  -0.0029
Si  2.7345  0  0.6835  -0.0023  -0.1027  -0.0274
Si  8.2035  0  0.6835  -0.0082  0.0294  0.0124
Si  0  2.7345  0.6835  -0.022  -0.0492  0.0254
Si  5.469  2.7345  0.6835  0.0303  -0.0595  0.0145
Si  2.7345  5.469  0.6835  -0.0231  0.0338  0.0091
Si  8.2035  5.469  0.6835  0.1109  -0.0714  -0.0165
Si  0  8.2035  0.6835  0.0341  -0.05  0.0146
Si  5.469  8.2035  0.6835  -0.0553  -0.0166  0.0404
Si  4.1018  1.3673  2.0507  -0.033  0.0813  -0.0145
Si  9.5708  1.3673  2.0507  -0.0568  -0.0689  0.0214
Si  1.3673  4.1018  2.0507  0.0812  0.0962  0.038
Si  6.8362  4.1018  2.0507  0.028  0.1829  -0.0047
Si  4.1018  6.8362  2.0507  -0.0329  -0.1322  -0.0043
Si  9.5708  6.8362  2.0507  -0.1666  -0.0335  -0.0443
Si  1.3673  9.5708  2.0507  0.0206  0.1323  -0.0023
Si  6.8362  9.5708  2.0507  0.0171  -0.0006  -0.0009
Si  0  0  3.418  0.136  -0.231  -0.0476
Si  5.469  0  3.418  -0.3062  -0.1243  0.4291
Si  2.7345  2.7345  3.418  0.1032  -0.3754  -0.3708
Si  8.2035  2.7345  3.418  0.205  -0.1495  0.2501
Si  0  5.469  3.418  0.0668  0.2561  0.4168
Si  5.469  5.469  3.418  0.1943  0.218  -0.8597
Si  2.7345  8.2035  3.418  -0.0981  0.0523  0.6985
Si  8.2035  8.2035  3.418  0.4002  -0.027  -0.4004
Si  1.3961  1.3409  4.7736  -0.0075  -0.009  0.0184
Si  6.8945  1.3017  4.8015  0.007  0.0024  -0.0044
Si  4.1675  4.0867  4.6952  0.0079  -0.0024  -0.0011
Si  9.631  4.0539  4.8062  -0.0028  -0.0047  0.0041
Si  1.3346  6.8687  4.891  0.0034  -0.0016  -0.0044
Si  6.7849  6.89  4.7115  -0.0073  -0.0049  -0.0023
Si  4.0769  9.5799  4.8958  0.0032  -0.0023  0.002
Si  9.6571  9.4629  4.784  0  -0.0044  0.0056
Si  2.6104  -0.0426  6.3055  0.0011  0.0024  -0.0061
Si  8.2812  -0.1225  6.1013  -0.0025  0.0003  -0.0108
Si  0.1272  2.7367  6.2022  0.0094  -0.0015  0.0118
Si  5.4469  2.6227  6.1098  0.0109  0.0162  0.0026
Si  2.8297  5.4364  6.0458  0.0045  -0.0007  0.0038
Si  8.1636  5.4564  5.9984  0.0169  0.0072  0.007
Si  -0.0633  8.1648  6.4554  0.0053  0.0063  0.0025
Si  5.5533  8.2436  6.2337  -0.0152  0.0001  0.0042
Si  3.6851  1.7498  7.3985  -0.0078  -0.0063  -0.0058
Si  10.0214  0.9123  7.2573  -0.0258  -0.0031  0.0426
Si  2.0899  3.5961  7.3009  -0.0085  0.0017  -0.0041
Si  6.2246  4.6351  6.9375  -0.12  0.0375  -0.0549
Si  4.5605  6.4088  7.3072  0.0208  -0.0216  0.0167
Si  8.8888  7.1437  7.4599  0.0134  -0.0378  -0.0202
Si  0.7339  10.1385  7.7153  0.0183  -0.0033  0.0019
Si  7.4681  9.0445  7.4677  -0.0148  0.0394  0.0019
O  8.4933  3.8293  9.077  0.0383  -0.0092  0.2242
O  7.6112  9.2965  9.1142  0.006  -0.0089  -0.0057
O  8.5445  6.5241  9.0075  0.0381  -0.0566  0.0034
O  0.8644  10.1643  9.4036  0.0008  -0.0031  -0.0055
O  4.2581  1.3914  8.9194  0.009  0.0046  0.007
O  2.1482  4.2542  8.8264  -0.0134  0.0036  0.0058
O  9.4103  1.3062  8.7395  -0.0134  0.1045  -0.0547
O  4.1819  6.7641  8.865  0.0015  -0.0051  -0.0139
O  8.6199  9.011  22.8985  -0.0018  -0.003  0.0041
O  8.3132  2.8077  22.8057  -0.0007  0.001  0.0012
O  5.1264  5.2036  23.1322  -0.0058  -0.0011  0.0083
O  8.1399  2.8568  20.1361  0.0018  -0.0019  0.0027
O  10.8695  10.5032  22.8379  0.0064  -0.0015  -0.0015
O  -0.4088  6.3181  22.8271  -0.0064  0.0053  0.0177
O  1.8745  7.8789  22.769  -0.0023  0.0025  0.0036
O  4.6401  -0.0451  22.6071  -0.0032  0.0031  0.0126
Si  9.1668  5.2003  9.7477  0.0281  -0.0138  0.0125
Si  0.4899  10.3516  11.0057  0.003  -0.0042  0.0051
Si  4.5167  7.0754  10.4271  0.003  -0.0011  0.0015
Si  2.0276  10.0164  16.3809  0.0014  0.0007  0.002
Si  -4.5493  6.4696  15.1472  0.0033  -0.0041  0.0036
Si  1.9742  3.209  18.589  0.0019  0.0012  -0.0012
Si  14.367  6.6023  14.4255  -0.0004  -0.0034  -0.0015
Si  5.4821  0.1347  21.2158  0.0051  0.0004  -0.0086
Si  3.9436  -0.0622  14.0832  0.0011  0.0111  0.0031
Si  5.4808  1.0417  9.9415  0.0068  0.0016  0.0014
Si  8.3968  2.2461  9.5781  -0.024  -0.0427  0.0028
Si  0.4675  12.7015  16.4771  -0.01  -0.0048  0.0054
Si  0.9862  6.6718  22.0567  0.0032  -0.0009  -0.0136
Si  4.7447  1.7214  18.6841  0.0068  0.004  0.0026
Si  8.0254  1.8899  21.4821  0.0009  -0.0019  -0.0071
Si  2.8815  8.8  12.3656  0.0034  -0.0002  -0.0026
Si  6.934  3.8786  19.6341  0.0018  -0.0026  -0.0044
Si  6.2707  -4.6308  18.0685  0.002  -0.001  -0.0018
Si  4.3839  2.447  12.5047  0.0052  0.007  0.0129
Si  10.5671  2.2809  11.4813  0.0222  -0.0201  0.0117
Si  5.2183  5.4693  21.5526  0.003  -0.0011  -0.0169
Si  -1.6787  -3.9217  14.2914  -0.0032  0.0072  0.007
Si  2.8191  8.7386  18.785  -0.0013  -0.0007  -0.0043
Si  -4.3612  3.5714  14.309  -0.0039  -0.0004  -0.0001
Si  3.1446  4.9378  11.9565  0.0199  -0.0074  0.0049
Si  11.985  4.5479  9.9692  -0.0055  0.004  -0.004
Si  5.4962  -2.6811  20.3035  0  -0.0041  -0.003
Si  10.4769  8.3902  16.6874  0.0006  0.0003  0.0012
Si  2.5876  4.0301  21.4702  0.0025  0.0034  -0.0098
Si  -1.6421  4.4128  12.8539  -0.011  0.0112  0.026
Si  9.048  10.9798  15.5074  0.0006  0.0018  0.0056
Si  11.0323  8.4146  19.722  -0.0002  -0.0013  -0.0038
Si  6.6979  9.2292  10.4793  -0.0047  -0.0079  0.0001
Si  -1.3815  10.0433  21.9746  -0.0029  -0.0054  -0.002
Si  -4.7799  0.8567  15.9572  0.0051  0.001  -0.0054
Si  8.9638  9.6087  12.629  0.0047  -0.0002  0.0048
Si  3.1531  5.9563  17.5204  0.0017  -0.0014  -0.0013
O  0.5372  0.9504  11.5936  -0.0021  0.0169  -0.0062
O  3.1219  5.2637  13.5423  0.003  0.0039  0.0069
O  8.9686  2.0587  11.106  -0.0045  0.0165  -0.0955
O  6.3051  4.8507  15.2563  0.0005  0.0071  -0.0011
O  3.9564  4.6989  20.86  -0.0055  -0.0041  -0.0014
O  2.8564  2.915  22.6478  0.0031  -0.0032  0.0024
O  -9.7745  0.3446  16.868  0.0063  -0.0008  -0.0024
O  4.4344  5.6693  11.249  0.0015  -0.0016  -0.0057
O  5.2285  1.6287  11.4095  -0.0005  -0.0065  -0.0151
O  2.5453  18.1274  18.3752  0.0023  0.002  0.0027
O  10.4862  3.2519  12.8038  -0.0023  0.0002  -0.013
O  5.2434  7.0943  21.4207  0.0036  0.0076  0.0014
O  4.6286  0.6545  19.924  0.0012  -0.0021  0.0073
O  3.3655  8.0587  11.0009  -0.0026  0.0051  0.0021
O  -4.4414  2.2845  15.2652  -0.001  -0.0059  0.0037
O  2.6768  -0.5596  14.9492  0.0015  -0.0036  0.0001
O  1.7728  3.3685  20.2158  0.0007  -0.0017  0.0001
O  8.9476  5.0538  11.3639  0.0304  -0.0032  -0.1121
O  5.3805  1.0116  17.3645  -0.0021  -0.0037  0.0039
O  11.498  7.073  20.5392  0.0009  0.0007  -0.0027
O  -1.0413  1.3946  15.901  0.0036  -0.0006  -0.0026
O  6.6896  6.9965  16.6546  0.0037  0.0012  0.0008
O  1.4923  -1.4194  11.9581  0.002  0.0023  -0.0078
O  6.4993  1.3453  21.5838  0.0017  0.0008  0.0036
O  -3.704  5.0268  18.4817  0.0009  -0.0014  0.0013
O  -1.969  -0.2074  13.8522  0.0002  0.0007  -0.0041
O  -1.0353  9.9002  11.3213  -0.0006  -0.0017  0.0019
O  9.969  -1.6821  20.6139  0.0016  -0.0004  -0.0003
O  10.7534  5.4357  9.3772  -0.0973  -0.0466  0.0151
O  12.6766  5.3431  11.2092  -0.0134  -0.005  -0.0114
O  -5.3654  10.3709  10.1452  -0.0073  -0.0028  -0.0022
O  5.9819  7.763  10.5854  0.0095  0.0077  -0.0032
O  0.6123  2.6181  17.8847  0.0048  0.0006  -0.0036
O  2.3034  4.6434  17.8988  0.0015  0.0003  -0.0027
O  1.7974  5.2736  22.1388  0.0031  -0.005  0.0071
O  1.0842  8.688  16.2516  0.0033  -0.0011  -0.0049
O  -4.7354  -1.3169  20.8829  0.0029  0.0026  0.0034
O  7.4932  9.4892  11.8877  0.0047  0.0025  -0.0005
O  3.238  3.3253  11.7597  -0.0026  0.0008  -0.0023
O  15.9525  7.029  14.47  0.005  0.0074  -0.0061
O  6.555  4.77  20.9554  0.0044  -0.0028  0.0011
O  -9.6923  13.5389  15.3156  0.0183  -0.0317  0.0777
O  -1.0416  16.5582  13.7464  -0.0043  -0.0295  -0.028
O  -3.3077  -4.0011  14.2254  0.0021  -0.0002  -0.0032
O  -1.2927  -1.2283  16.291  0.0006  -0.0015  -0.0046
O  10.3534  8.0307  18.2779  0.002  -0.002  -0.0011
O  9.5856  8.2459  13.2787  0.0004  0.001  -0.0046
O  3.6799  12.3968  13.5697  -0.0015  -0.0057  -0.0004
O  -2.9391  3.7261  13.5359  0.031  0.0143  -0.0189
O  5.7001  2.9716  19.0934  0.0024  0.0003  0.0004
O  4.0398  -2.1549  19.8274  0.0018  -0.0015  0.0039
O  6.8663  1.7241  9.376  0.1123  0.0366  -0.0224
O  -3.3614  0.1341  16.1714  0.0071  -0.0022  -0.0035
O  6.3806  7.5479  19.1322  0.0016  0.0033  0.0024
O  12.3817  9.311  19.4578  0.0008  -0.0005  0.0006
O  2.9494  6.2997  15.9361  -0.0001  0.0014  0.0012
O  2.6313  7.7853  13.6223  -0.0011  -0.0033  0.0008
O  8.9182  0.5292  21.47  0.0023  0.0005  0.0005
O  -7.7492  9.6512  17.476  0.0028  -0.0015  0.0012
O  4.0335  9.8785  12.793  0.003  -0.0022  -0.0065
O  4.7297  5.7663  17.9212  0.0039  0.0001  -0.0008
O  5.4116  3.4923  13.1888  0.0091  -0.0006  -0.0031
O  3.2434  2.2136  18.3165  -0.0037  0  -0.0047
O  11.2996  3.1178  10.3037  0.0057  0.0278  -0.0117
O  5.3096  -0.1024  14.9473  0.0064  0.0009  -0.0028
O  -1.062  7.1702  15.7884  0.0037  -0.0027  -0.0022
H  -10.1912  13.7342  14.5051  -0.0149  0.0297  -0.0862

Results
free energy: -131202.845 eV
free energy less fixed offsets of H -15.97, O -568.88, Si -635.61 eV per atom: -2.585 eV

The program warned: the cutoff lies below the one the program advises for these potential files; the forces do not sum to zero within the program's tolerance; the exchange-correlation potential is rough where the density is thin.
